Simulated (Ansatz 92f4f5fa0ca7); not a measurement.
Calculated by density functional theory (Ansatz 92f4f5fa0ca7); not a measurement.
Periodic cell of 408 atoms, Si264O144, from a study of silicon, its oxide and their interface. The atomic structure is a simulated model.
Doubt: the cutoff is far below the 930 eV that the study's wrapper takes by default for these files, so forces and energies are approximate.

Settings
functional: PBE
potential files: Ansatz PAW
basis: plane waves
wave-function cutoff: 580 eV
density cutoff ratio: 5
exchange-correlation grid ratio: 1
k mesh: 1 x 1 x 1, Gamma-centred
self-consistency stop: 5e-08 eV per atom in the density residual
occupations: fixed
spin: none
net charge: 0

Cell vectors (angstrom)
a 15.4687 0 0
b 0 12.8259 0
c 0 0 36.3944

Atoms and the computed forces on them: element, x, y, z (angstrom), force x, y, z (eV/angstrom)
Si 0.007 1.167 33.719 0.01 -0.012 -0.048
Si 3.893 1.167 33.725 -0.011 -0.023 -0.032
Si 7.765 1.162 33.741 -0.003 0.013 -0.048
Si 11.632 1.167 33.714 0.001 -0.007 -0.04
Si 1.919 7.584 33.72 -0.007 -0.064 -0.061
Si 5.793 7.574 33.751 0.019 -0.014 -0.048
Si 9.657 7.579 33.719 0.029 -0.02 -0.039
Si 13.535 7.579 33.724 -0.007 -0.043 -0.088
Si 1.934 5.247 34.127 0.099 0.063 0.049
Si 5.801 5.247 34.127 0.084 -0.099 -0.129
Si 9.668 5.247 34.127 -0.084 0.045 0.079
Si 13.535 5.247 34.127 0.14 -0.067 -0.017
Si 0 11.66 34.127 -0.012 -0.041 -0.155
Si 3.867 11.66 34.127 0.128 0.089 0.032
Si 7.734 11.66 34.127 0.045 -0.117 -0.105
Si 11.602 11.66 34.127 0.055 0.008 -0.105
Si 0 4.664 35.364 -0.017 -0.002 -0.013
Si 3.867 4.664 35.364 -0.053 -0.024 -0.023
Si 7.734 4.664 35.364 0.016 -0.001 -0.003
Si 11.602 4.664 35.364 0.013 -0.03 -0.045
Si 1.934 11.077 35.364 -0.011 -0.05 -0.048
Si 5.801 11.077 35.364 -0.023 0.01 -0.013
Si 9.668 11.077 35.364 -0.02 -0.04 -0.039
Si 13.535 11.077 35.364 -0.016 -0.006 -0.035
Si 0 2.332 35.776 -0.025 0.008 0.035
Si 3.867 2.332 35.776 0.043 0.025 0.079
Si 7.734 2.332 35.776 0.03 0.032 0.177
Si 11.602 2.332 35.776 0.083 -0.007 0
Si 1.934 8.745 35.776 -0.055 0.034 0.053
Si 5.801 8.745 35.776 0.015 0.076 0.238
Si 9.668 8.745 35.776 -0.025 0.027 0.048
Si 13.535 8.745 35.776 0.009 0.032 0.077
Si 1.934 1.749 0.619 -0.028 -0.01 -0.023
Si 5.801 1.749 0.619 -0.007 0.006 0.007
Si 9.668 1.749 0.619 0.004 0.012 -0.011
Si 13.535 1.749 0.619 -0.005 0.017 0
Si 0 8.162 0.619 -0.001 -0.012 -0.004
Si 3.867 8.162 0.619 0 -0.005 -0.004
Si 7.734 8.162 0.619 -0.019 -0.006 0.01
Si 11.602 8.162 0.619 0.012 -0.018 -0.024
Si 0 5.83 1.031 0.013 -0.011 0.01
Si 3.867 5.83 1.031 0.055 -0.006 0
Si 7.734 5.83 1.031 -0.02 0.013 0.04
Si 11.602 5.83 1.031 -0.009 -0.015 -0.015
Si 1.934 12.243 1.031 0.006 0.032 0.019
Si 5.801 12.243 1.031 0.011 -0.04 -0.03
Si 9.668 12.243 1.031 0.008 0.013 0.017
Si 13.535 12.243 1.031 0.008 -0.011 -0.005
Si 1.934 5.247 2.268 -0.042 -0.023 0.085
Si 5.801 5.247 2.268 -0.11 -0.084 -0.238
Si 9.668 5.247 2.268 0.144 -0.051 -0.154
Si 13.535 5.247 2.268 0.051 -0.026 -0.063
Si 0 11.66 2.268 -0.056 -0.014 -0.073
Si 3.867 11.66 2.268 0.081 -0.02 -0.158
Si 7.734 11.66 2.268 -0.06 -0.017 -0.081
Si 11.602 11.66 2.268 0.028 -0.001 -0.074
Si 1.934 2.915 2.68 0.023 -0.021 -0.033
Si 5.801 2.915 2.68 0.014 0.005 0.015
Si 9.668 2.915 2.68 -0.001 -0.025 -0.009
Si 13.535 2.915 2.68 0.009 -0.005 0.031
Si 0 9.328 2.68 0.002 0.067 0.07
Si 3.867 9.328 2.68 0.006 0.044 0.039
Si 7.734 9.328 2.68 0.02 0.057 0.069
Si 11.602 9.328 2.68 -0.015 0.035 0.042
Si 0.444 -0.092 27.085 -0.091 0.458 0.025
Si 3.489 0.209 26.403 0.037 -0.098 0.275
Si 8.003 -0.111 27.047 -0.273 0.574 -0.028
Si 11.149 -0.105 27.061 0.101 0.478 -0.062
Si 2.006 4.087 27.406 0.048 -0.155 -0.6
Si 5.351 6.621 27.012 0.201 0.204 -0.059
Si 9.968 6.123 26.68 -0.107 0.534 -0.529
Si 13.12 6.651 26.97 0.186 0.111 0.508
Si 2.179 6.377 27.26 -0.193 0.524 -0.052
Si 5.939 3.742 27.423 0.261 -0.17 -0.442
Si 9.897 3.953 27.427 0.157 -0.682 -0.112
Si 13.623 3.793 27.726 0.194 -0.289 -0.717
Si 0.133 10.452 27.533 0.046 -0.31 -0.241
Si 3.863 10.153 27.336 0 -0.208 -0.136
Si 7.776 10.41 27.393 0.106 -0.397 -0.46
Si 11.567 10.399 27.29 -0.095 -0.268 -0.516
Si 0.19 3.439 28.759 -0.184 0.05 0.28
Si 3.922 3.578 28.706 0.136 0.12 0.385
Si 7.918 3.363 28.638 -0.264 0.037 0.254
Si 11.633 3.482 28.895 0.03 0.052 0.31
Si 1.994 9.884 28.804 0.172 -0.054 0.099
Si 5.853 9.928 28.654 -0.399 0.036 0.188
Si 9.688 9.899 28.681 0.155 0.097 0.401
Si 13.516 9.908 28.603 0.134 0.113 0.27
Si 0.128 1.136 29.147 -0.112 -0.368 -0.02
Si 3.942 1.339 29.372 -0.015 -0.111 -0.594
Si 7.817 1.081 29.164 0.101 -0.247 -0.141
Si 11.587 1.128 29.164 0.011 -0.302 -0.179
Si 1.964 7.585 29.273 -0.068 -0.082 0.009
Si 5.754 7.624 29.149 0.041 -0.065 -0.117
Si 9.592 7.654 29.32 -0.131 0.206 -0.198
Si 13.461 7.577 29.153 -0.011 -0.071 -0.237
Si 1.994 0.58 30.47 -0.044 0.003 0.027
Si 5.88 0.597 30.445 0.077 -0.002 0.088
Si 9.709 0.559 30.473 -0.032 -0.038 -0.028
Si 13.588 0.556 30.338 -0.013 0.03 -0.086
Si -0.034 6.988 30.387 0.003 -0.067 -0.093
Si 3.896 7.05 30.488 -0.032 -0.099 0.063
Si 7.667 6.982 30.433 -0.152 -0.121 0.112
Si 11.577 7.001 30.439 0.01 -0.022 0.068
Si 0.064 4.65 30.812 0.093 0.027 -0.014
Si 3.918 4.705 30.811 -0.051 0.126 -0.064
Si 7.768 4.614 30.739 0.074 -0.003 -0.142
Si 11.619 4.673 30.906 -0.025 0.023 -0.036
Si 1.995 11.074 30.847 -0.013 -0.002 -0.004
Si 5.831 11.077 30.776 -0.006 -0.044 -0.121
Si 9.697 11.052 30.792 0.029 0.049 0.027
Si 13.544 11.054 30.74 0.02 -0.064 -0.037
Si 1.988 4.093 32.071 -0.038 0.014 -0.121
Si 5.843 4.069 32.039 0.023 -0.053 -0.053
Si 9.663 4.086 32.075 -0.025 -0.022 -0.031
Si 13.585 4.068 32.064 0.017 -0.033 -0.033
Si 0.014 10.493 32.038 -0.059 -0.019 -0.131
Si 3.917 10.501 32.072 -0.001 -0.02 -0.027
Si 7.749 10.474 32.05 0.035 -0.008 -0.169
Si 11.626 10.49 32.053 -0.001 -0.025 -0.16
Si 1.953 1.76 32.51 0.049 0.024 0
Si 5.849 1.74 32.506 -0.058 0.091 0.002
Si 9.69 1.756 32.51 -0.009 -0.041 -0.07
Si 13.561 1.724 32.438 -0.024 -0.014 -0.081
Si -0.014 8.155 32.463 0.007 0.042 -0.047
Si 3.876 8.186 32.539 0.005 0.013 -0.077
Si 7.702 8.137 32.498 -0.016 0.092 -0.029
Si 11.6 8.165 32.498 -0.072 0.042 -0.014
Si 0 2.332 3.917 -0.015 0.031 0.085
Si 3.867 2.332 3.917 -0.14 -0.042 -0.226
Si 7.734 2.332 3.917 0.091 -0.156 -0.302
Si 11.602 2.332 3.917 0.03 0.104 0.091
Si 1.934 8.745 3.917 -0.015 -0.137 0.169
Si 5.801 8.745 3.917 -0.15 -0.001 0.108
Si 9.668 8.745 3.917 0.052 0.003 0.071
Si 13.535 8.745 3.917 -0.006 0.075 0.248
Si 1.928 6.414 4.343 -0.015 0.052 0.037
Si 5.778 6.414 4.293 0.005 0.055 0.044
Si 9.704 6.414 4.308 -0.01 0.027 0.042
Si 13.552 6.413 4.322 -0.004 -0.002 0.063
Si -0.008 12.823 4.323 0.007 0.033 0.039
Si 3.879 12.82 4.313 -0.027 0.008 0.022
Si 7.717 12.822 4.319 0.026 0.023 0.055
Si 11.6 12.829 4.319 -0.018 -0.01 0.039
Si -0.008 5.849 5.611 0.039 -0.111 0.009
Si 3.873 5.854 5.579 -0.067 -0.046 -0.008
Si 7.733 5.803 5.435 0.061 0.09 0.028
Si 11.636 5.859 5.58 0.04 -0.016 0.029
Si 1.944 12.185 5.493 0.025 0.042 0.122
Si 5.791 12.224 5.568 0.01 -0.102 0.068
Si 9.658 12.235 5.527 0.004 0.029 0.104
Si 13.524 12.262 5.571 0.024 -0.014 0.08
Si 0.006 3.496 5.996 -0.042 0.036 0.157
Si 3.838 3.506 5.944 0.031 0.054 0.149
Si 7.746 3.498 5.932 0.008 -0.038 0.136
Si 11.605 3.516 5.992 0.017 0.042 0.205
Si 1.913 9.874 6.015 0.019 0.036 0.05
Si 5.76 9.9 6.005 0.041 0.08 0.115
Si 9.674 9.911 5.991 0.009 0.046 0.057
Si 13.524 9.927 6.018 -0.032 0.037 0.094
Si 1.951 2.846 7.218 -0.076 -0.085 0.113
Si 5.789 2.838 7.065 -0.038 -0.15 -0.069
Si 9.646 2.928 7.22 0.036 -0.043 0.107
Si 13.54 2.963 7.284 0.06 0.045 -0.024
Si -0.024 9.331 7.297 -0.015 0.013 0.102
Si 3.827 9.36 7.334 0 0.03 0.055
Si 7.726 9.326 7.203 -0.138 0.041 0.08
Si 11.59 9.392 7.314 -0.025 0.054 0.125
Si -0.041 6.994 7.718 -0.034 0.079 -0.08
Si 3.905 7.025 7.654 0.034 0.011 -0.049
Si 7.751 6.966 7.445 0.016 0.098 -0.071
Si 11.675 7.042 7.654 0.138 0.053 -0.051
Si 1.996 13.318 7.54 -0.027 0.013 -0.025
Si 5.767 13.366 7.643 -0.013 0.004 -0.021
Si 9.622 13.411 7.575 0.002 0.104 0.046
Si 13.527 13.452 7.632 0.053 0.041 0.116
Si 1.958 6.301 8.757 -0.005 -0.138 0.562
Si 5.896 6.3 8.724 0.046 0.075 0.318
Si 9.684 6.414 8.641 -0.09 -0.024 0.359
Si 13.509 6.453 9.057 0.046 -0.067 0.14
Si 0.055 12.791 8.743 -0.047 0.283 -0.056
Si 3.852 12.737 8.922 -0.036 0.236 0.112
Si 7.711 12.829 8.866 0.337 0.241 0.083
Si 11.553 12.914 8.845 0.039 0.313 0.128
Si 1.967 4.045 9.287 -0.049 0.093 -0.572
Si 5.822 3.974 9.06 0.098 0.005 -0.22
Si 9.635 4.166 9.282 0.073 -0.099 -0.269
Si 13.539 4.112 9.415 -0.029 -0.021 -0.319
Si -0.059 10.544 9.382 -0.001 -0.026 -0.197
Si 3.769 10.428 9.537 -0.332 0.072 -0.169
Si 7.684 10.511 9.294 0.049 0.269 -0.383
Si 11.541 10.668 9.407 -0.078 -0.049 -0.188
Si 0.053 3.519 10.568 0.103 0.336 0.612
Si 3.975 3.51 10.388 0.149 0.426 0.673
Si 7.653 3.535 10.429 -0.261 0.407 0.469
Si 11.541 3.543 10.555 -0.18 0.222 0.33
Si 1.705 10.225 10.916 0.083 0.037 0.271
Si 5.815 9.743 10.444 0.182 0.122 0.747
Si 9.575 10.214 10.651 -0.182 0.149 0.611
Si 13.462 10.319 10.713 -0.072 0.052 0.472
Si 0.409 1.271 10.657 -0.082 -0.567 0.249
Si 3.522 1.262 10.889 0.092 -0.394 0.281
Si 8.028 1.28 10.889 -0.098 -0.526 0.191
Si 11.17 1.281 10.914 0.013 -0.484 0.095
Si 1.277 7.224 11.741 0.312 -0.142 0.13
Si 6.826 7.605 10.461 -0.456 -0.597 0.249
Si 9.216 7.319 10.747 0.491 -0.63 -0.31
Si 13.608 7.249 11.361 -0.007 -0.082 -0.346
O 9.577 0.157 26.561 0.07 -0.139 0.16
O 1.867 0.39 26.358 -0.165 -0.001 0.066
O 11.72 4.599 24.461 -0.059 -0.062 0.373
O 3.756 6.307 26.751 -0.027 0.036 0.192
O -0.318 6.858 11.817 -0.25 0.025 -0.025
O 1.535 8.815 11.724 -0.04 0.044 -0.054
O 9.594 13.868 11.402 0.148 0.096 -0.258
O 1.928 13.932 11.335 -0.134 0.08 -0.389
O 4.385 13.574 12.215 -0.145 0.014 -0.353
O 13.486 11.352 12.015 -0.024 -0.1 -0.261
O 2.083 6.634 13.017 -0.123 0.155 -0.325
O 6.432 7.313 12.065 0.197 0.032 -0.131
O 12.453 6.602 12.338 0.107 -0.005 -0.049
O 1.474 11.245 12.213 0.09 -0.087 -0.544
O 14.75 13.64 11.757 0.033 0.018 0.06
O 7.035 13.629 12.13 0.247 0.036 -0.272
O 9.025 10.933 12.064 0.196 0.043 -0.594
O 4.394 4.373 11.798 -0.17 -0.174 -0.436
O 7.136 4.322 11.85 0.322 -0.137 -0.432
O 0.127 3.904 12.217 -0.046 0.012 -0.695
O 9.781 6.262 11.895 -0.17 0.076 -0.067
O 12.097 13.592 12.191 -0.207 0.07 -0.154
O 5.79 9.899 12.165 -0.014 -0.015 -0.728
O 11.441 4.199 12.101 0.048 -0.133 -0.289
O 10.326 2.984 26.098 -0.154 0.1 0.286
O 8.999 6.313 25.347 0.184 0.143 0.42
O 0.338 9.624 26.088 -0.043 0.153 0.173
O 6.921 0.488 25.932 0.265 -0.199 0.051
O 7.841 9.528 25.94 0.079 0.132 0.479
O 4.316 0.892 25.181 -0.099 0.023 0.065
O 14.033 7.684 26.088 -0.218 -0.054 -0.024
O 12.121 0.446 25.846 -0.087 0.02 -0.042
O 1.171 7.065 26.138 0.237 -0.152 0.082
O 2.214 3.598 25.78 0.049 -0.005 0.8
O 11.533 9.625 25.771 -0.003 0.22 0.689
O 3.758 9.009 26.133 -0.117 0.126 0.313
O 5.809 7.491 25.698 0.158 0.031 0.016
O 14.738 0.234 25.988 0.139 -0.041 0.03
O 5.847 2.879 26.012 -0.009 0.133 0.245
O 13.56 2.516 26.691 -0.021 -0.08 0.051
Si 16.886 2.584 21.809 -0.185 0.004 -0.007
Si 2.301 6.952 20.021 0.032 0.033 -0.076
Si 14.626 7.702 20.015 0.021 -0.018 -0.085
Si 6.389 11.904 15.193 -0.117 -0.164 0.141
Si 14.915 12.839 17.882 -0.018 0.029 -0.056
Si 1.686 1.448 19.237 -0.024 -0.004 0.078
Si 12.658 5.145 23.226 0.057 -0.002 -0.482
Si 3.337 6.424 22.966 0.174 -0.178 -0.243
Si 8.703 10.484 13.604 -0.063 -0.023 0.333
Si 11.921 13.094 17.35 -0.001 -0.041 -0.053
Si -1.28 9.385 15.018 -0.033 -0.031 0.229
Si 7.367 9.821 24.409 0.016 0.071 -0.446
Si 6.485 12.609 18.286 0.026 -0.167 -0.141
Si 13.529 12.898 12.524 0.246 0.156 0.096
Si 14.1 5.385 18.18 0.041 0.06 -0.067
Si 5.731 13.995 13.048 -0.054 -0.033 0.345
Si 6.108 5.968 22.21 0.04 -0.025 -0.143
Si 2.745 9.164 18.058 0.069 -0.094 -0.116
Si 5.187 6.544 14.794 -0.084 0.041 0.19
Si 10.514 3.479 24.559 0.036 -0.045 -0.663
Si 7.037 1.398 22.248 0.188 -0.104 -0.262
Si 10.386 14.343 19.546 0.107 -0.034 0.105
Si 13.519 1.257 25.68 -0.038 0.194 -0.103
Si 6.361 8.626 13.053 -0.189 -0.114 0.415
Si -0.577 6.407 15.323 0.319 -0.027 0.162
Si 3.498 11.949 18.17 0.026 -0.028 -0.205
Si 11.119 5.696 12.661 -0.27 0.044 0.149
Si 7.139 8.704 21.731 -0.02 -0.024 -0.255
Si 8.512 5.588 23.971 -0.123 -0.061 -0.438
Si 10.042 8.154 17.084 -0.115 0.003 0.156
Si 15.268 0.804 14.811 0.194 0.131 0.074
Si 5.848 1.481 25.178 0.172 0.076 -0.057
Si 0.06 8.109 25.569 0.2 -0.053 -0.231
Si 15.247 9.768 17.92 0.02 -0.079 -0.008
Si 11.58 9.186 24.205 -0.016 -0.012 -0.412
Si 11.746 3.277 17.524 -0.039 0.036 0.015
Si 1.405 4.296 19.351 -0.024 0.023 0.034
Si 3.738 10.508 15.651 0.108 0.017 0.007
Si 7.406 11.467 20.917 -0.012 0.007 0.014
Si 7.384 2.307 19.538 -0.038 0.032 0.048
Si 14.555 2.918 23.347 0.142 0.066 -0.333
Si 14.085 7.895 23.164 -0.124 -0.076 -0.131
Si 10.647 6.93 22.475 0.044 0.029 -0.318
Si 7.629 6.565 16.732 -0.126 0.072 -0.017
Si 1.778 3.993 24.264 -0.244 0.044 -0.585
Si 10.267 5.485 15.787 -0.21 0.124 0.421
Si 4.76 8.498 24.946 -0.079 0.014 -0.217
Si 9.498 11.262 23.007 -0.039 0.145 -0.306
Si 7.739 5.333 19.545 0.066 0.294 -0.051
Si 9.513 7.576 20.045 0.017 0.026 -0.126
Si 2.17 5.959 14.492 0.086 -0.09 0.405
Si 0.279 3.881 13.834 0.17 -0.012 0.491
Si 1.244 11.103 13.83 0.156 -0.08 0.399
Si 11.329 10.535 15.465 -0.026 -0.117 0.191
Si 10.206 1.274 22.54 -0.208 -0.111 -0.112
Si 5.748 4.208 12.724 -0.076 0.191 0.172
O 10.834 6.814 16.57 0.045 -0.113 -0.14
O 13.023 4.179 17.992 -0.027 -0.053 0.036
O 15.507 2.382 14.439 -0.047 -0.055 -0.132
O 14.304 9.54 16.631 -0.027 0.017 -0.056
O 2.709 7.023 21.589 -0.003 0.01 0.097
O 10.937 1.341 21.077 -0.002 0.026 -0.057
O 10.87 4.133 16.452 0.012 -0.044 -0.029
O 7.744 11.524 14.396 0.06 0.054 -0.112
O 0.128 1.002 18.989 0.004 0.002 0.065
O 13.7 1.835 24.182 -0.159 -0.137 0.283
O 6.731 12.699 21.745 -0.059 0.058 0.099
O 15.601 3.859 24.209 0.022 0.019 0.187
O 5.757 0.386 14.471 -0.033 0.176 -0.257
O 11.038 7.675 23.865 0.041 -0.001 0.24
O 10.084 8.241 18.699 0.001 0.012 0.011
O 2.669 0.439 18.506 0.016 0.027 -0.001
O 5.985 7.582 21.937 0.022 0.004 0.059
O 8.624 5.468 15.994 0.117 -0.036 -0.05
O 6.507 10.139 21.27 0.005 0.033 0.009
O -0.295 0.687 16.424 -0.019 -0.047 -0.064
O 6.932 5.574 23.576 0.115 0.02 0.139
O 11.526 12.011 16.178 0.009 0.065 -0.024
O 0.717 7.275 19.971 -0.005 0.004 0.021
O 6.23 1.724 23.611 -0.144 0.051 0.318
O 6.62 2.375 20.995 -0.008 -0.018 0.01
O 8.158 11.219 23.987 -0.13 -0.057 0.234
O 5.278 10.686 15.109 0.058 0.028 -0.018
O 15.525 4.71 18.56 0.009 -0.045 0.008
O 6.544 14.239 18.46 0.016 0.065 0.032
O 14.211 6.208 16.777 -0.04 -0.01 0.002
O 6.807 12.224 16.737 0.02 0.032 0.018
O 10.802 13.112 18.547 -0.007 0.015 -0.005
O 2.912 10.589 18.842 0.008 0.053 0.116
O -1.206 7.775 14.654 -0.076 0.021 -0.104
O 16.604 3.956 20.938 0.026 -0.053 -0.002
O 3.832 7.701 23.862 0.112 0.207 0.176
O 6.149 6.59 16.092 0.037 0.027 -0.066
O 10.912 2.92 18.889 0.02 0.027 -0.008
O 10.15 10.519 14.346 -0.054 -0.053 -0.158
O 9.235 5.953 19.882 -0.074 -0.148 -0.013
O 8.94 11.194 21.456 0.07 -0.006 0.078
O 12.096 1.827 16.806 0.022 -0.02 -0.007
O 8.454 8.003 16.631 0.064 -0.036 -0.002
O 10.739 5.588 14.24 0.222 0.031 -0.417
O 9.076 4.063 24.036 0.032 -0.073 0.195
O 4.593 5.459 22.509 -0.079 0.074 0.078
O 14.487 9.127 19.217 -0.011 -0.008 -0.004
O 13.607 6.395 23.651 0.012 0.119 0.107
O 1.79 4.364 14.317 -0.135 -0.022 -0.203
O 7.891 8.818 23.2 -0.013 0.016 0.281
O 7.861 9.046 13.623 -0.003 0 -0.163
O 13.316 12.663 18.074 -0.012 -0.001 0.072
O 13.108 9.142 23.619 0.019 -0.009 0.123
O 14.698 5.015 14.45 -0.1 -0.032 -0.177
O 15.413 2.048 22.275 0.052 0.052 0.086
O 2.612 10.446 14.472 -0.086 0.015 -0.072
O 10.946 2.303 23.539 0.041 0.06 0.233
O 1.023 12.637 14.36 -0.029 0.016 -0.114
O 5.009 12.102 18.696 -0.02 0.037 0.118
O -1.738 6.499 19.332 0.004 0.028 0.04
O 2.331 2.924 23.127 0.027 0.03 0.127
O 5.744 5.34 13.872 0.077 -0.218 -0.258
O 8.784 14.337 19.696 -0.037 -0.009 -0.06
O 6.765 5.354 20.851 -0.05 -0.026 0.043
O 5.704 2.745 13.444 0.048 0.048 -0.117
O 7.256 6.247 18.288 -0.008 -0.075 0.072
O 10.348 12.626 23.189 0.01 0.012 0.143
O 11.651 5.702 22.078 -0.015 0.041 0.193
O 5.707 9.724 24.344 0.017 -0.035 0.117
O 3.427 11.843 16.541 -0.006 0.008 0.049
O 10.596 10.13 23.328 0.116 -0.082 0.168
O 12.703 10.023 14.72 0.026 0.025 -0.115
O 15.517 8.12 23.924 0.111 0.005 0.329
O -0.058 10.178 14.258 -0.009 0.023 -0.179
O 10.821 9.477 16.596 0.03 0.077 -0.065
O 8.621 14.458 22.51 0.035 0.008 0.042
O 3.63 6.211 15.163 -0.033 0.001 -0.145
O 7.473 11.797 19.317 -0.015 0.039 -0.046
O 10.643 7.9 21.174 -0.057 -0.098 0.11
O 3.643 9.203 16.667 -0.105 0.066 0.091
O 1.974 2.944 18.642 -0.017 -0.057 -0.045
O 5.296 8.059 14.166 0.177 0.117 -0.224
O 3.168 7.987 19.097 -0.019 -0.017 0.023
O 13.537 3.94 22.587 -0.002 -0.051 0.202
O 7.723 3.8 19.008 -0.006 -0.09 -0.029
O 11.531 6.679 26.547 -0.125 0.032 0.019
O 14.177 7.932 21.551 -0.005 0.021 0.09
O 13.876 13.084 14.12 -0.245 -0.144 -0.29
O 8.119 8.269 20.512 -0.04 0.053 0.094
O 2.523 5.48 19.337 0 0.016 -0.024
O 15.567 11.357 18.077 0.01 0.005 0.022
O 9.159 6.329 22.67 -0.075 -0.067 0.248
O 1.182 8.99 17.64 -0.047 0.025 0.002
O 1.05 6.627 15.487 -0.104 0.004 -0.136
O 17.523 1.447 20.841 0.001 0.029 -0.048
O 2.291 5.487 23.809 -0.054 -0.048 0.167
O 9.242 7.03 27.811 0.015 -0.075 0.119
O 13.432 8.863 11.481 0.038 -0.03 -0.106
O 3.837 11.462 26.364 -0.008 0.022 0.014
O 6.243 5.268 26.873 -0.167 -0.072 0.161
O 4.09 13.572 27.813 -0.034 -0.061 0.159
O 1.986 6.682 10.392 0.002 0.081 -0.262
O 13.723 5.141 26.758 -0.125 0.032 0.264
O 10.021 8.694 11.159 -0.277 0.149 -0.231

Results
free energy: -249725.077 eV
free energy less fixed offsets of O -568.88, Si -635.61 eV per atom: -5.317 eV

The program warned: the cutoff lies below the one the program advises for these potential files; the forces do not sum to zero within the program's tolerance; the exchange-correlation potential is rough where the density is thin.
